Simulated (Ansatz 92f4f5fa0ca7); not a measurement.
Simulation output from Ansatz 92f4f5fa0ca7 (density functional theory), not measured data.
Periodic cell of 228 atoms, Si140O88, from a study of silicon, its oxide and their interface. The atomic structure is a simulated model.
This geometry differs little from another in the collection (a relaxation step or a small displacement).

Settings
functional: r2SCAN
potential files: Ansatz PAW
basis: plane waves
wave-function cutoff: 800 eV
density cutoff ratio: 5
exchange-correlation grid ratio: 1
k mesh: 1 x 1 x 1, shifted by 0.5 0.5 0 of a step
self-consistency stop: 1e-10 eV per atom in the density residual
occupations: fixed
spin: none
net charge: 0

Cell vectors (angstrom)
a	10.888	0	0
b	0	10.888	0
c	0	0	32.9254

Atoms and the computed forces on them: element, x, y, z (angstrom), force x, y, z (eV/angstrom)
Si	-0.3629	0.133	0.1377	-0.0083	0.0166	0.06
Si	2.3993	3.0401	-0.1512	-0.0167	0.012	0.0868
Si	0.0449	5.1488	-0.002	0.0197	-0.0079	0.0667
Si	2.8933	8.043	0.1227	0.0091	-0.0119	0.0681
Si	5.815	-0.056	0.2569	0.0012	-0.0221	0.0618
Si	8.3985	2.3753	0.2655	0.0167	-0.0079	0.0586
Si	5.1185	5.8255	0.0012	-0.015	0.0072	0.085
Si	7.8151	8.4623	0.0463	-0.0092	0.0146	0.0722
Si	1.3369	1.377	1.2255	0.0014	-0.0026	-0.0018
Si	4.023	4.1091	1.2258	0.0019	-0.0006	-0.005
Si	1.263	6.7911	1.2769	-0.0011	0.0017	-0.0036
Si	4.1112	9.6108	1.3722	-0.0018	-0.0004	-0.0025
Si	6.9263	1.3062	1.7285	0.0002	-0.0014	-0.0006
Si	9.5188	4.0313	1.4555	0.0005	0.0004	-0.003
Si	6.7184	6.8671	1.3638	0.0002	-0.0007	-0.0039
Si	9.3989	9.5072	1.4758	0.0015	-0.0003	-0.0021
Si	0.026	2.6679	2.7566	-0.0009	0.0007	0.0015
Si	2.6938	0.0626	2.6619	0	-0.0005	0.0023
Si	-0.0447	8.1364	2.7027	-0.0005	-0.001	0.0011
Si	2.6726	5.4432	2.671	-0.001	-0.0001	0.0016
Si	5.3864	2.7725	2.6997	0.0011	0.0002	0.002
Si	8.2128	-0.0781	3.0161	0.0001	-0.0002	0.0022
Si	5.4184	8.2178	2.7815	-0.0004	0.0001	0.0004
Si	8.1134	5.4667	2.6851	0.0005	-0.0007	0.0023
Si	1.3641	4.072	4.0834	0.0012	-0.0015	-0.0003
Si	4.0477	1.3909	4.069	-0.0006	-0.0001	-0.0006
Si	1.3451	9.5414	4.0218	0.0001	-0.0001	0.0005
Si	4.0358	6.8127	4.0544	0.0002	-0.0002	0.0009
Si	6.7618	4.1161	4.0628	-0.0002	0.0009	0.0002
Si	9.5955	1.354	4.1955	0.0014	-0.0019	0.0007
Si	6.7663	9.4796	4.2318	0.0002	0	0.0012
Si	9.4912	6.7873	4.0794	0.0002	-0.0003	-0.0009
Si	0.0516	-0.0221	5.4923	0.0003	0.0002	0.0012
Si	2.7162	2.7291	5.4664	0.0003	-0.0015	0.0007
Si	-0.0214	5.4257	5.4314	-0.0008	-0.0005	0.0007
Si	2.6978	8.1822	5.4089	0.0003	-0.0001	0.0008
Si	5.3987	0.0228	5.4697	-0.0005	-0.0008	0.0004
Si	8.1494	2.7418	5.4287	-0.0001	0.0001	0.0006
Si	5.4186	5.4731	5.4314	0.001	-0.0008	0.0005
Si	8.1655	8.1193	5.5102	0	-0.0004	0.0012
Si	1.3858	1.3499	6.8451	0.0002	-0.0011	0.0001
Si	4.0901	4.0979	6.7978	0.0001	-0.0003	0.0001
Si	1.3535	6.8066	6.7683	0.0005	-0.0011	0
Si	4.0557	9.5207	6.8105	0.0003	-0.0014	0
Si	6.8044	1.3713	6.7931	0.0004	-0.0012	0.0002
Si	9.5131	4.0717	6.8109	0.0005	-0.0016	0.0001
Si	6.7888	6.7742	6.8423	0.0001	0.0001	0
Si	9.5444	9.5139	6.8152	0	-0.0009	-0.0004
Si	-0.0101	2.7057	8.1769	0.0005	-0.0009	0.0001
Si	2.7339	-0.013	8.1978	0.0004	-0.0009	0
Si	0.0284	8.1641	8.1492	0.0002	-0.0006	-0.0001
Si	2.7157	5.4509	8.1441	0.0004	-0.0009	-0.0007
Si	5.4615	2.7396	8.1442	0.0007	-0.0008	0.0001
Si	8.1746	0.001	8.1465	0.0006	-0.0007	0.0002
Si	5.433	8.1622	8.1741	0.0003	-0.0011	0
Si	8.1623	5.4191	8.1848	0.0004	-0.0003	0.0003
Si	1.3686	4.0805	9.5099	0.0001	-0.0015	-0.0007
Si	4.1122	1.3794	9.4907	-0.0001	-0.0007	0.0004
Si	1.3719	9.5044	9.5465	0.0005	-0.0007	0.0005
Si	4.0736	6.7885	9.532	0.0009	-0.0007	0.0001
Si	6.817	4.0497	9.5471	0.0006	-0.0003	0.0005
Si	9.529	1.3308	9.5438	0.0007	-0.0004	0.0008
Si	6.8199	9.531	9.5037	0.0005	-0.0012	-0.0003
Si	9.5619	6.8016	9.4744	0.0001	-0.0012	0.0009
Si	0.0157	-0.0267	10.9099	0	-0.0007	0.0005
Si	2.7409	2.7078	10.8569	0.0008	-0.0006	-0.0006
Si	0.0174	5.4636	10.8534	0.0007	0.0002	-0.0003
Si	2.7294	8.1467	10.915	0.0001	-0.0007	0.0007
Si	5.4714	0.0388	10.8407	0.0004	0.0008	0.0005
Si	8.1802	2.6914	10.9167	0.0003	-0.0005	0.0007
Si	5.4311	5.403	10.882	0.0002	0.0002	-0.0013
Si	8.2209	8.1582	10.8185	0.0008	-0.0004	0.0001
Si	1.4043	1.3507	12.2341	0	-0.0022	-0.0005
Si	4.0701	4.0361	12.2711	0.0013	0.0006	-0.0001
Si	1.3638	6.7705	12.2831	0.0013	0.0007	0.0013
Si	4.1114	9.5815	12.1757	-0.0015	0.0004	0.0003
Si	6.8007	1.3394	12.2848	0.001	0.0006	0.0014
Si	9.5728	4.0949	12.2019	-0.0014	-0.0016	0.0017
Si	6.8717	6.7754	12.1232	0.0004	-0.002	0.0007
Si	9.5519	9.4728	12.2573	0.0008	0.0008	-0.0008
Si	0.0979	2.7924	13.5507	0.0031	0.0016	0.0008
Si	2.7588	-0.0097	13.6179	0.0011	0.0002	-0.0022
Si	0.0037	8.1126	13.6676	0.0002	-0.0003	0.0031
Si	2.7238	5.3983	13.6452	-0.0003	-0.001	0.0028
Si	5.4061	2.6735	13.6679	-0.0017	-0.002	0.0037
Si	8.199	-0.038	13.5913	-0.0004	-0.0009	0.0017
Si	5.5777	8.2314	13.3748	0.0007	0.0008	0.0012
Si	8.1634	5.4079	13.5379	0.0009	0.0007	-0.0002
Si	1.4302	4.0323	15.1354	-0.0011	-0.0029	-0.0044
Si	4.0917	1.3066	15.1044	-0.0016	-0.0007	-0.0057
Si	1.3955	9.4948	14.9885	0.0024	0.0008	-0.0042
Si	4.2219	6.8896	14.6422	-0.0001	-0.0018	-0.0022
Si	6.7856	4.0731	14.9399	0.0011	0.0012	-0.0019
Si	9.5763	1.4187	14.7877	-0.0004	0.0009	-0.0025
Si	6.8652	9.448	14.9333	-0.0011	-0.0018	-0.0016
Si	9.5155	6.6891	14.9773	-0.0002	-0.0018	-0.0055
Si	0.219	0.3003	16.1194	-0.0167	-0.0089	0.0673
Si	2.5208	2.3943	16.5416	0.015	0.0116	0.097
Si	-0.3404	5.0507	16.325	0.0099	0.0132	0.0889
Si	3.1008	8.3065	16.089	-0.0058	-0.0214	0.0677
Si	5.2716	-0.3764	16.2726	0.0122	0.0068	0.0689
Si	8.3323	2.8356	16.1853	-0.0098	-0.015	0.0694
Si	5.6377	5.7577	16.0981	-0.0203	-0.0063	0.0623
Si	7.9457	7.8295	16.2815	0.0135	0.0103	0.0693
Si	-8.4618	24.0441	21.8515	-0.0114	-0.0252	0.1797
Si	5.9327	30.5348	22.5277	0.0121	0.0127	0.1852
Si	7.2291	26.3243	25.6595	0.0031	-0.0052	0.1893
Si	12.2702	9.8501	30.9458	-0.0098	-0.0046	0.1553
Si	11.4163	30.6144	22.6469	0.0161	-0.0183	0.1939
Si	27.5148	11.3008	29.0418	-0.0085	0.0281	0.1933
Si	30.5725	11.4633	20.3253	0.0357	0.0179	0.1925
Si	24.8166	23.2054	30.2157	-0.011	0.0064	0.1926
Si	-5.6391	38.8495	23.9624	0.0033	0.0169	0.1929
Si	17.5526	30.9081	27.3153	-0.005	-0.0298	0.1787
Si	19.5245	-0.8284	22.9474	-0.013	-0.0228	0.1944
Si	0.445	6.2513	24.1797	-0.0006	0.0007	0.1708
Si	14.7652	4.8382	21.6921	0.0204	0.0144	0.1971
Si	-3.3517	17.0263	28.183	0.0043	-0.0086	0.2065
Si	11.6905	27.1259	19.2003	-0.002	-0.0206	0.1807
Si	26.7272	10.3896	24.9983	0.0364	0.0224	0.1819
Si	14.4359	6.1582	18.1407	0.0017	0.0052	0.1715
Si	2.2456	21.8986	24.0001	-0.01	-0.0098	0.1769
Si	32.8413	-2.795	26.242	-0.0003	-0.0041	0.1949
Si	14.7939	18.514	20.5105	0.02	0.0244	0.1849
Si	25.7623	13.7326	19.3859	0.0003	0.0115	0.2038
Si	-1.8022	21.3603	25.8971	0.0021	-0.0234	0.1695
Si	-12.0076	9.4328	18.2538	0.0289	0.0069	0.1711
Si	17.4894	1.3646	18.4472	-0.0059	0.0124	0.1668
Si	-1.5635	39.4114	30.7671	-0.0075	-0.0052	0.1835
Si	-16.4893	2.1193	26.3979	-0.0179	-0.0096	0.1767
Si	6.3712	12.9641	31.0898	0.0127	0.01	0.1615
Si	13.2754	2.8432	27.4628	0.0289	0.0006	0.194
Si	21.3902	-18.8964	20.927	-0.0217	-0.0095	0.1863
Si	31.3629	14.7238	23.626	-0.0148	0.0184	0.1979
Si	2.8589	16.5384	28.4243	0.0063	-0.0091	0.1868
Si	2.7696	-4.1324	25.6618	0.0062	-0.0009	0.1874
Si	11.6189	40.4741	29.1452	0.0011	0.0374	0.1918
Si	11.8901	8.1948	19.8843	0.0126	0.0256	0.1782
Si	-5.4983	4.7882	30.0449	0.0194	-0.0217	0.1837
Si	0.0994	1.7502	25.5702	0.0198	0.0126	0.1776
O	10.4567	13.7329	-8.3886	-0.0216	0.0358	-0.0893
O	14.3484	-15.4607	-5.8579	-0.0033	0.0302	-0.1336
O	22.7029	-3.5471	-9.8321	-0.0001	0.047	-0.0912
O	7.6542	2.1271	-15.435	0.0306	0.03	-0.0898
O	15.236	22.3223	-3.0665	0.0305	-0.0132	-0.0778
O	-8.9833	17.6069	-3.7743	0.0209	-0.023	-0.0666
O	9.8905	5.5428	-1.2167	-0.0317	0.0301	-0.0843
O	5.6692	1.3238	-5.1895	-0.0089	0.0416	-0.1311
O	15.8155	15.8469	-9.9866	-0.0386	-0.0319	-0.1171
O	5.5203	3.185	-2.6619	-0.0102	0.0163	-0.0654
O	-1.1291	12.7146	-12.9708	-0.0168	-0.02	-0.0702
O	12.1043	4.1274	-0.5491	0.003	-0.0029	-0.0339
O	-11.124	7.5614	-2.5301	0.0329	0.0111	-0.0859
O	14.6549	24.4872	-6.3375	0.025	-0.0063	-0.0714
O	12.1487	9.3162	-3.5029	-0.0093	-0.0345	-0.0941
O	-4.5096	3.2716	26.1652	0.0201	0.0232	-0.0641
O	10.3963	6.9624	25.305	0.0076	-0.029	-0.0929
O	2.8825	23.0537	23.0503	0.0015	0.0532	-0.1061
O	11.25	30.8171	21.0753	0.0081	-0.0162	-0.1355
O	4.3817	25.9595	20.2808	0.0068	-0.035	-0.1094
O	-1.4458	3.907	16.7183	-0.0052	-0.0027	-0.038
O	25.738	6.9602	24.5992	0.044	-0.011	-0.0938
O	-18.6837	24.3743	31.356	0.0208	-0.0351	-0.1117
O	17.8005	1.0066	30.0005	-0.0109	-0.0375	-0.0985
O	10.0681	-0.245	17.248	0.0233	0.0307	-0.0874
O	35.1658	34.6512	28.8195	-0.0199	0.043	-0.1383
O	8.0259	5.2333	26.9179	-0.0061	-0.0381	-0.1209
O	12.689	18.9443	25.9673	0.0103	-0.007	-0.0692
O	17.6677	9.6669	32.5069	0.0023	0.0011	-0.0349
O	16.9104	9.7609	28.6681	0.0198	-0.0339	-0.0933
O	15.0214	9.4158	16.7277	-0.0003	0.0028	-0.0356
O	16.9823	18.1956	23.1946	0.005	0.0347	-0.0779
O	15.8679	-2.2857	21.2246	-0.0493	-0.0238	-0.1045
O	0.6009	6.6498	20.126	0.0004	-0.0236	-0.0693
O	3.965	17.8092	32.5391	0.0036	-0.0051	-0.0376
O	2.0599	15.2454	27.9096	-0.0079	-0.0175	-0.0718
O	-16.1817	20.2573	26.1047	-0.0402	0.0272	-0.1102
O	13.5844	7.2522	17.2871	-0.002	0.0364	-0.0902
O	5.2971	20.7443	23.5234	0.02	-0.0412	-0.116
O	16.653	16.3357	31.4743	0.0042	-0.0232	-0.1226
O	-0.5131	-1.3931	25.928	-0.0119	0.0229	-0.0611
O	-2.5845	10.548	24.4659	-0.0102	-0.0079	-0.1343
O	20.093	20.9667	19.6132	0.0128	-0.0375	-0.1037
O	6.77	6.7693	16.7562	0.0032	-0.0011	-0.0333
O	8.2091	25.9161	24.4303	0.0489	-0.0151	-0.0936
O	19.5545	19.3157	17.6322	-0.0374	-0.0323	-0.082
O	14.2209	21.3768	25.0856	-0.0306	0.0071	-0.0706
O	9.9496	30.9431	23.206	0.0075	0.002	-0.0689
O	5.443	22.8131	25.2026	-0.0064	-0.0424	-0.0798
O	13.2888	5.2686	18.8796	0.0159	0.0064	-0.0684
O	18.4233	2.8646	31.8835	-0.035	-0.0009	-0.0761
O	21.8346	5.6071	17.8028	-0.0296	-0.007	-0.1264
O	8.9022	54.8433	21.9399	0.0036	0.0361	-0.1226
O	1.0803	13.2641	26.6691	-0.0611	-0.0318	-0.1019
O	10.8907	20.9852	31.7587	0.0296	-0.0228	-0.077
O	4.5158	17.8308	19.1836	-0.0056	-0.0353	-0.1132
O	-4.8886	10.9759	17.6632	-0.0258	-0.0322	-0.0869
O	0.9402	11.5538	24.7485	0.0388	-0.026	-0.0845
O	25.6869	5.1763	29.5468	-0.0445	0.0149	-0.0888
O	1.7503	16.5575	24.9795	-0.031	-0.0048	-0.0805
O	2.3026	8.7847	31.7315	-0.0276	0.0283	-0.0843
O	4.5679	16.1389	17.2631	0.04	-0.0027	-0.082
O	7.3025	11.8024	19.8291	-0.0418	0.0144	-0.0938
O	12.2046	1.3021	16.8263	-0.0009	-0.0041	-0.0382
O	-7.6616	23.68	20.4838	0.0394	0.0108	-0.1184
O	24.8325	24.6215	18.0356	-0.0384	-0.0153	-0.136
O	9.6958	22.817	26.2588	0.0088	0.0044	-0.0599
O	29.2194	9.2336	22.2357	0.0004	0.0014	-0.0612
O	8.6364	17.166	29.3794	-0.0436	-0.0109	-0.1229
O	16.2939	24.109	18.8717	0.0237	-0.0193	-0.0654
O	23.5212	31.5447	23.1213	-0.0222	-0.0249	-0.0757
O	-0.423	5.1647	23.4325	-0.0093	-0.0168	-0.0651
O	0.8351	-8.7801	21.6619	-0.0132	0.0134	-0.0681
O	3.442	-4.4965	21.475	-0.0064	0.0243	-0.0822
O	0.3109	8.7076	18.522	-0.036	0.0199	-0.0876
O	13.596	-17.94	22.2132	0.0077	-0.0015	-0.0665
O	31.212	3.3251	22.0911	0.0234	-0.0285	-0.1335
O	17.037	38.2949	25.1648	-0.0407	0.0276	-0.0933
O	8.0168	20.8512	26.9901	0.0404	0.0236	-0.082
O	11.1242	4.0754	20.0196	0.0279	0.054	-0.0939
O	9.4817	1.3024	32.5848	-0.002	0.0001	-0.0285
O	27.2524	12.0662	32.1346	0.0057	0.0376	-0.0854
O	-2.5366	7.7231	31.6154	0.0299	-0.0353	-0.0914
O	7.0319	-14.1922	27.6241	-0.0097	0.0396	-0.0684
O	17.2252	5.3131	28.8706	0.0342	0.0268	-0.0962
O	-0.1058	18.6158	27.7833	-0.0099	0.0086	-0.147
O	2.0201	0.4171	30.9109	0.019	0.015	-0.0603
O	2.5967	-2.4512	20.0168	-0.0158	-0.0039	-0.0647

Results
free energy: -139742.062 eV
free energy less fixed offsets of O -570.45, Si -639.56 eV per atom: -4.062 eV

The program warned: the cutoff lies below the one the program advises for these potential files; the forces do not sum to zero within the program's tolerance; empty levels may hold ghost states of the PAW files; the exchange-correlation potential is rough where the density is thin.
